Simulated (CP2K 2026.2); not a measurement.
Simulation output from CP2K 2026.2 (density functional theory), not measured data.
Periodic cell of 504 atoms, Si360O144, from a study of silicon, its oxide and their interface. The atomic structure is a simulated model.
Doubt: the forces sum to 1.46 eV/angstrom along one axis rather than to zero, so they err by at least 0.0029 eV/angstrom per atom on average; the grid cutoff is modest.

Settings: functional PBE; method Gaussian and plane waves; basis set DZVP-MOLOPT-SR-GTH; pseudopotentials GTH-PBE; grid cutoff 300 Ry, relative cutoff 40 Ry; k points Gamma only; occupations fixed; spin none; net charge 0.

Cell vectors (angstrom)
a	16.32	0	0
b	0	16.32	0
c	-6.074	4.2539	35.019

Atoms and the computed forces on them: element, x, y, z (angstrom), force x, y, z (eV/angstrom)
Si	1.647	-1.567	0.107	-0.196	0.021	0.739
Si	3.774	1.576	0.143	0.163	-0.065	0.706
Si	1.578	3.811	0.192	-0.037	0.104	0.713
Si	4.342	6.593	0.054	-0.176	0.091	0.756
Si	1.165	-6.602	-0.029	0.188	-0.118	0.76
Si	3.853	-3.819	0.065	0.148	-0.204	0.768
Si	7.122	-1.782	0.01	-0.078	0.319	0.745
Si	9.926	1.256	-0.038	-0.438	0.203	0.727
Si	6.556	4.357	-0.089	0.145	-0.191	0.735
Si	9.155	7.129	0.02	0.232	-0.209	0.743
Si	6.903	9.268	0.371	0.031	0.113	0.709
Si	-7.021	-4.054	0.158	0.234	-0.057	0.724
Si	-4.284	-1.112	-0.035	0.227	-0.28	0.769
Si	-1.569	1.743	0.17	0.01	-0.217	0.706
Si	-3.933	3.824	0.103	-0.097	0.259	0.647
Si	-1.6	7.184	0.223	0.052	-0.24	0.761
Si	-3.876	-6.968	0.099	-0.28	0.158	0.745
Si	-1.165	-4.461	-0.219	-0.103	0.329	0.704
Si	2.704	-0.003	1.487	-0.006	0.001	-0.042
Si	5.445	2.758	1.278	0.003	0.011	-0.052
Si	2.754	5.447	1.363	0.019	0.013	-0.05
Si	5.401	8.034	1.576	-0.016	-0.015	-0.029
Si	2.705	-5.441	1.327	-0.006	0.004	-0.033
Si	5.475	-2.745	1.388	-0.011	0.018	-0.021
Si	8.188	0.043	1.113	0.021	-0.031	-0.058
Si	-5.389	2.687	1.51	0.004	-0.009	-0.048
Si	8.139	5.433	1.303	-0.014	-0.007	-0.086
Si	-5.509	8.192	1.33	0.01	-0.011	-0.032
Si	8.115	10.853	1.564	-0.01	0.004	-0.023
Si	-5.391	-2.761	1.269	-0.011	0.026	-0.041
Si	-2.694	0.008	1.305	-0.014	0.012	-0.072
Si	-0.012	2.773	1.547	0.009	-0.012	-0.02
Si	-2.766	5.473	1.326	0.01	0.039	-0.039
Si	0.039	8.252	1.452	0.003	0.022	-0.051
Si	-2.674	-5.416	1.342	0.023	-0.005	-0.052
Si	-0.051	-2.793	1.167	0.01	-0.027	-0.067
Si	1.315	1.325	2.826	0.015	0.006	0.041
Si	4.108	4.079	2.733	0.015	-0.002	0.041
Si	1.382	6.81	2.72	0.004	-0.014	0.014
Si	4.026	9.515	2.745	-0.003	0.014	0.006
Si	1.314	-4.079	2.665	-0.014	-0.001	0.039
Si	4.143	-1.345	2.753	-0.012	-0.01	0.035
Si	6.826	1.35	2.576	0.001	-0.015	-0.008
Si	9.497	4.09	2.7	-0.011	0.03	0.008
Si	6.832	6.705	2.834	0.033	-0.013	0.028
Si	9.551	9.515	2.808	0.006	-0.009	0.028
Si	6.737	12.226	2.83	0.002	0.005	0.028
Si	-6.792	-1.336	2.591	0.004	0.012	0.027
Si	-4.022	1.308	2.791	0	-0.03	0.024
Si	-1.391	4.179	2.779	-0.029	0.013	0.024
Si	-4.153	6.801	2.692	0.006	0.011	0.031
Si	-1.349	-6.738	2.785	-0.012	0.005	0.038
Si	-4.039	-4.056	2.682	-0.036	-0.024	-0.003
Si	-1.343	-1.406	2.611	0.022	0.011	0.008
Si	-0.042	-0.069	4.091	-0.009	0.002	0.011
Si	2.728	2.72	4.094	0.008	0.008	-0.024
Si	0.004	5.494	4.11	-0.013	0.009	0.006
Si	2.7	8.16	4.115	0	0.004	-0.004
Si	0.009	-5.395	4.124	0.009	0.01	-0.005
Si	2.713	-2.728	4.039	-0.012	-0.004	-0.027
Si	5.501	0.037	4.052	-0.008	0.008	0.012
Si	8.144	2.693	4.021	-0.01	0.001	0.004
Si	5.446	5.379	4.16	-0.009	0.004	-0.005
Si	8.18	8.133	4.135	-0.019	-0.005	-0.009
Si	5.387	10.847	4.134	-0.003	-0.003	0.022
Si	8.177	-2.678	4.039	-0.005	0.022	-0.024
Si	-5.452	-0.043	4.064	0.009	-0.009	-0.01
Si	-2.702	2.735	4.11	0.009	-0.024	-0.003
Si	-5.469	5.44	4.083	0.005	0.005	-0.003
Si	-2.751	8.166	4.055	0.015	-0.011	-0.018
Si	-5.391	-5.413	4.085	0.001	0	0.003
Si	-2.7	-2.702	4.047	0.017	0	0
Si	1.358	-1.353	16.327	-0.006	0.001	0.003
Si	4.072	1.357	16.314	-0.005	-0.009	-0.007
Si	1.365	4.073	16.314	-0.014	-0.001	-0.011
Si	4.086	6.782	16.318	0.006	0.002	-0.005
Si	1.352	-6.81	16.318	0.014	-0.015	-0.006
Si	4.101	-4.092	16.347	-0.005	0.005	0.001
Si	6.786	-1.387	16.317	-0.005	0.007	0.003
Si	-6.781	1.367	16.294	0	-0.006	-0.011
Si	6.793	4.107	16.298	0.01	-0.018	-0.006
Si	-6.811	6.84	16.343	0.008	0.002	-0.005
Si	6.799	9.506	16.337	-0.007	-0.007	-0.012
Si	-6.807	-4.117	16.302	0.005	0.002	-0.007
Si	-4.059	-1.375	16.307	-0.003	0.003	-0.006
Si	-1.336	1.356	16.269	0.003	0.031	-0.015
Si	-4.12	4.092	16.283	0.004	0.001	-0.009
Si	-1.346	6.827	16.296	0.008	-0.001	-0.015
Si	-4.094	9.546	16.358	0.01	-0.004	-0.002
Si	-1.388	-4.071	16.368	0	-0.001	0.002
Si	2.726	-0.003	17.694	-0.001	0.023	0.008
Si	5.403	2.771	17.639	0.008	0.004	0.017
Si	2.704	5.445	17.679	0.015	-0.018	0
Si	5.475	8.1	17.686	0.005	0.014	0.008
Si	2.75	-5.496	17.667	-0.004	-0.017	0.019
Si	5.46	-2.743	17.735	0.023	-0.014	0.001
Si	8.167	-0.003	17.611	0.011	-0.004	0.017
Si	-5.444	2.728	17.682	0.007	0.006	0.01
Si	8.174	5.432	17.676	-0.021	0.012	-0.006
Si	-5.498	8.243	17.729	-0.016	0.005	0.023
Si	8.138	10.886	17.698	0.007	-0.009	0.004
Si	-5.399	-2.798	17.624	0.006	0	0.022
Si	-2.709	0.038	17.628	0.013	-0.004	0.002
Si	0.036	2.668	17.652	-0.006	-0.004	0.018
Si	-2.751	5.474	17.579	0.005	0.005	0.003
Si	-0.023	-8.13	17.704	-0.024	0.002	-0.002
Si	-2.744	-5.435	17.765	-0.019	-0.006	0.003
Si	-0.01	-2.695	17.696	0.001	-0.006	0.028
Si	1.414	1.361	19.099	0.006	0.001	-0.01
Si	4.031	4.084	19.065	-0.004	-0.01	-0.018
Si	1.334	6.809	19.025	0.001	0.002	-0.011
Si	4.112	-6.884	19.037	-0.009	0.003	-0.037
Si	1.374	-4.123	18.975	0.014	0.004	-0.027
Si	4.088	-1.364	19.054	-0.009	0.008	-0.008
Si	6.828	1.434	18.912	0.027	-0.008	-0.038
Si	-6.784	4.103	19.054	-0.005	-0.007	-0.012
Si	6.829	6.743	19.077	0.006	-0.008	-0.019
Si	-6.881	9.603	19.159	0.022	-0.03	-0.004
Si	6.814	-4.116	19.126	-0.021	0.012	0.001
Si	9.538	-1.436	18.884	-0.028	0.019	-0.039
Si	-4.07	1.359	19.015	0.011	0.003	-0.013
Si	-1.433	4.029	18.855	-0.01	-0.011	-0.038
Si	-4.056	6.871	18.956	0.007	-0.001	-0.039
Si	-1.36	-6.782	19.129	0.001	0.005	-0.022
Si	-4.134	-4.098	19.148	-0.019	-0.015	0.011
Si	-1.362	-1.26	19.025	0.022	0.002	-0.003
Si	0.047	0.008	20.462	-0.003	-0.011	0.038
Si	2.719	2.758	20.528	-0.014	0.003	0.038
Si	-0.128	5.394	20.177	-0.007	-0.006	0.046
Si	2.725	8.101	20.421	0.004	0.002	0.042
Si	0.04	-5.4	20.446	-0.003	-0.028	0.034
Si	2.76	-2.826	20.348	0.001	-0.008	0.048
Si	5.472	0.109	20.261	-0.013	0.042	0.036
Si	8.14	2.75	20.38	-0.019	0.002	0.049
Si	5.423	5.399	20.421	0.006	-0.004	0.044
Si	8.136	8.12	20.481	0.017	0.004	0.031
Si	5.481	-5.566	20.453	-0.016	-0.009	0.045
Si	8.221	-2.683	20.373	0.014	-0.019	0.049
Si	-5.456	-0.088	20.223	-0.003	-0.003	0.047
Si	-2.703	2.731	20.353	0.011	0.004	0.053
Si	-5.351	5.489	20.309	-0.003	0.009	0.057
Si	-2.808	-8.103	20.447	-0.006	0.027	0.028
Si	-5.611	-5.324	20.638	-0.002	0.065	0.022
Si	-2.741	-2.609	20.351	-0.02	-0.011	0.026
Si	1.209	-1.685	21.656	0.037	0.205	-0.781
Si	4.408	1.581	21.732	-0.228	-0.01	-0.744
Si	0.983	3.968	21.63	0.273	-0.04	-0.696
Si	4.22	6.878	21.793	-0.203	-0.168	-0.679
Si	1.678	-6.563	21.707	-0.179	-0.07	-0.767
Si	3.915	-4.398	21.71	0.067	0.185	-0.785
Si	7.076	-1.021	21.492	-0.112	-0.022	-0.819
Si	-7.008	1.066	21.484	-0.001	0.15	-0.76
Si	6.564	3.847	21.763	0.112	0.119	-0.758
Si	-6.463	7.022	21.66	-0.184	-0.019	-0.793
Si	6.483	-7.207	21.854	0.217	0.208	-0.702
Si	9.636	-3.593	22.057	-0.167	-0.371	-0.669
Si	-4.323	-1.505	21.715	0.136	0.074	-0.76
Si	-1.105	1.654	21.707	-0.103	-0.182	-0.786
Si	-3.828	4.335	21.663	-0.105	-0.191	-0.779
Si	-1.642	6.512	21.552	-0.011	0.172	-0.742
Si	-4.414	-6.951	21.811	0.193	0.138	-0.688
Si	-1.136	-3.715	21.612	-0.016	-0.152	-0.686
Si	0.834	7.429	25.95	0.112	-0.065	-0.167
Si	-7.347	-6.315	26.491	0.028	0.06	-0.074
Si	0.704	-2.731	-4.503	0.073	-0.064	-0.061
Si	-5.027	-4.09	-6.75	0	-0.007	0.109
Si	-7.302	3.736	25.789	-0.018	-0.029	-0.083
Si	-3.008	-6.089	-5.327	0.106	0.119	0.009
Si	6.951	-4.169	-4.053	0.037	0.063	0.004
Si	7.736	6.243	-4.819	-0.033	-0.03	-0.07
Si	-5.721	-5.906	-2.104	0.047	0.003	0.198
Si	-6.514	7.519	-2.867	-0.028	0.022	0.208
Si	1.048	7.088	-7.204	-0.108	-0.047	-0.013
Si	-8.151	-3.621	25.005	0.12	0.023	-0.261
Si	-3.093	5.138	-6.03	0.042	-0.075	-0.013
Si	-0.589	1.627	-2.728	-0.012	-0.007	-0.004
Si	-0.255	-1.821	-6.991	0.021	-0.006	-0.085
Si	6.636	7.82	-7.081	0.021	0.035	0.019
Si	5.193	-5.68	-1.958	-0.113	-0.001	0.029
Si	6.535	-5.355	-6.938	0.04	-0.172	-0.023
Si	0.529	4.334	-2.688	0.02	-0.042	-0.027
Si	-5.668	3.265	-2.29	0.033	-0.1	0.215
Si	7.248	-7.768	24.638	0.086	0.058	-0.072
Si	-1.964	-3.909	-3.273	-0.018	-0.04	0.253
Si	-3.157	2.688	-4.173	-0.081	0.084	0.048
Si	-3.071	-1.881	-7.488	0.075	0.022	0.025
Si	-3.699	7.469	-4.136	0.047	-0.001	0.023
Si	7.116	1.163	-7.108	0.109	-0.078	0.071
Si	-4.164	0.285	-5.404	-0.022	-0.186	0.046
Si	-6.268	1.488	-7.133	0.036	0.064	0.008
Si	-6.187	-3.727	-3.971	-0.064	-0.038	0.038
Si	-2.326	-1.15	26.533	-0.014	-0.08	-0.021
Si	7.784	3.872	-3.006	-0.054	-0.01	0.196
Si	-1.141	6.591	-2.682	0.015	-0.011	-0.028
Si	-2.985	0.401	23.903	-0.095	0.001	-0.203
Si	2.755	3.607	26.338	-0.117	0.009	-0.081
Si	4.059	0.538	-2.753	0	0.034	0.055
Si	-4.221	-1.804	-3.047	0.019	0.013	0.154
Si	2.414	5.462	23.96	0.049	0.039	0.026
Si	-5.232	2.458	23.73	0.083	0.045	-0.087
Si	2.77	0.43	26.609	0.052	0.057	0.031
Si	-2.285	-4.253	26.472	0.139	0.1	-0.086
Si	-2.437	-5.579	23.641	-0.11	0.022	-0.044
Si	6.14	-1.357	-2.986	0.103	-0.079	0.012
Si	5.06	-7.778	26.929	-0.017	-0.114	-0.085
Si	1.186	-4.272	-6.99	0.061	0.074	0.042
Si	3.073	-7.879	-2.219	-0.012	0.017	0.176
Si	-7.86	5.548	-7.609	-0.084	0.088	0.041
Si	5.52	-2.639	23.755	-0.002	-0.023	-0.068
Si	6.441	1.283	-4.161	-0.037	0.08	0.128
Si	8.071	5.724	23.826	-0.07	-0.062	-0.175
Si	-0.821	-6.657	-7.519	-0.028	-0.011	-0.119
Si	-0.333	-7.859	23.525	0.057	0.013	-0.084
Si	1.368	6.746	-4.104	0.05	0.001	0.11
Si	1.312	-0.507	-2.799	-0.008	-0.059	0.017
Si	3.279	-0.56	23.806	0.173	-0.038	-0.272
Si	1.363	-1.387	5.434	0.004	-0.004	0.014
Si	4.108	1.362	5.43	0.002	-0.011	0.01
Si	1.36	4.091	5.44	0.005	-0.007	0.001
Si	4.081	6.796	5.459	0.009	0.004	0.006
Si	1.346	9.528	5.467	-0.008	0.006	0.006
Si	4.04	12.237	5.45	-0.016	-0.002	0.001
Si	6.829	-1.336	5.425	0	0.002	0.011
Si	9.516	1.35	5.402	0	0.005	-0.002
Si	6.812	4.014	5.466	0.005	0	0.016
Si	9.529	6.784	5.485	-0.006	-0.003	0.009
Si	6.791	9.501	5.458	0.004	-0.005	0.012
Si	9.531	12.267	5.41	0.003	0.009	0.004
Si	-4.08	-1.376	5.427	-0.005	0.006	0.019
Si	-1.36	1.344	5.447	-0.01	-0.005	0.009
Si	-4.099	4.078	5.44	0.008	0.01	0.003
Si	-1.379	6.835	5.445	-0.004	0.012	0.014
Si	-4.069	-6.791	5.451	0.006	-0.003	0.001
Si	-1.362	-4.047	5.454	0	0.008	0.014
Si	2.732	-0.009	6.775	0	0.004	-0.003
Si	5.443	2.693	6.833	0.006	-0.002	-0.003
Si	2.713	5.443	6.813	-0.005	0.004	-0.002
Si	5.438	8.148	6.824	0.002	-0.001	0.007
Si	2.707	10.879	6.827	-0.002	0.001	0.001
Si	5.441	-2.71	6.767	0	0.006	-0.005
Si	8.173	0.008	6.801	-0.003	0.002	0
Si	10.864	2.71	6.787	-0.004	-0.003	0.002
Si	8.161	5.408	6.813	-0.002	-0.005	0.006
Si	10.89	8.167	6.814	0	-0.005	-0.006
Si	8.164	10.895	6.775	-0.006	-0.005	-0.008
Si	10.888	-2.727	6.801	0.009	0.007	-0.003
Si	-2.738	0	6.798	-0.001	0.003	-0.002
Si	0.011	2.71	6.795	0.004	-0.008	0
Si	-2.727	5.443	6.791	0.002	0.004	-0.008
Si	-0.02	8.177	6.819	-0.013	0.004	0.003
Si	-2.711	-5.431	6.807	0.006	0.002	0
Si	0.003	-2.714	6.821	0	-0.003	0
Si	1.375	1.351	8.148	0.012	0.007	-0.003
Si	4.078	4.077	8.166	0.004	-0.001	-0.004
Si	1.348	6.805	8.166	-0.001	0.006	-0.011
Si	4.078	9.519	8.174	-0.004	0	-0.005
Si	1.351	-4.082	8.182	-0.009	-0.009	0.002
Si	4.087	-1.365	8.148	-0.005	0.002	-0.008
Si	6.809	1.342	8.181	-0.003	0.003	0.004
Si	9.523	4.063	8.171	-0.005	-0.005	-0.009
Si	6.801	6.78	8.166	-0.004	-0.003	-0.002
Si	9.516	9.532	8.15	0.005	0	0.001
Si	6.797	-4.072	8.138	0.001	0.005	-0.007
Si	9.529	-1.358	8.156	0.002	0.009	-0.001
Si	-4.094	1.36	8.156	-0.002	-0.003	-0.002
Si	-1.362	4.077	8.147	-0.009	-0.003	-0.006
Si	-4.073	6.8	8.167	0.006	0.005	0
Si	-1.363	-6.786	8.181	0.008	0.002	0.001
Si	-4.079	-4.083	8.166	-0.005	-0.006	-0.003
Si	-1.365	-1.349	8.162	0.005	0.001	-0.007
Si	0.005	0.004	9.514	-0.006	0.003	-0.004
Si	2.721	2.712	9.52	-0.001	-0.003	0.001
Si	-0.01	5.439	9.519	0.008	0.001	-0.001
Si	2.711	8.161	9.529	0	0.001	0.006
Si	-0.001	-5.439	9.542	-0.009	0	0.003
Si	2.728	-2.72	9.518	0	-0.001	-0.006
Si	5.442	-0.017	9.525	0.006	0.001	-0.002
Si	8.162	2.711	9.534	-0.003	0.007	0.001
Si	5.436	5.433	9.527	-0.002	0.003	-0.001
Si	8.16	8.161	9.508	-0.004	-0.005	-0.003
Si	5.443	-5.432	9.514	-0.001	-0.006	-0.001
Si	8.158	-2.719	9.508	0	0.005	-0.003
Si	-5.442	0.001	9.526	0.002	0.005	0.002
Si	-2.725	2.722	9.511	-0.005	-0.004	0.002
Si	-5.436	5.435	9.518	-0.008	-0.006	-0.007
Si	-2.72	8.163	9.528	0.006	0.009	-0.004
Si	-5.443	-5.44	9.521	0.007	0.002	-0.001
Si	-2.719	-2.718	9.521	0.005	0	-0.004
Si	1.364	-1.362	10.873	-0.001	0	-0.004
Si	4.083	1.351	10.877	0.009	0.001	0.002
Si	1.356	4.076	10.871	0.005	-0.008	-0.001
Si	4.077	6.8	10.88	0.002	-0.006	-0.002
Si	1.358	9.519	10.899	-0.01	0.008	0.003
Si	4.079	-4.083	10.885	-0.002	0.012	0.004
Si	6.801	-1.372	10.886	-0.007	0	0.001
Si	9.522	1.357	10.894	-0.009	-0.003	0.001
Si	6.796	4.073	10.883	0.002	0	0
Si	9.52	6.8	10.868	0.011	0.001	0
Si	6.8	9.523	10.869	-0.003	0.002	0.004
Si	9.516	-4.078	10.874	-0.001	-0.004	0.001
Si	-4.08	-1.36	10.88	-0.004	0.005	-0.001
Si	-1.359	1.363	10.869	0.007	0.004	0
Si	-4.079	4.081	10.883	0.008	0.009	0
Si	-1.36	6.805	10.887	-0.013	0.004	0
Si	-4.084	9.522	10.881	-0.004	-0.013	0.005
Si	-1.362	-4.077	10.887	0.01	-0.007	0.001
Si	2.722	-0.006	12.235	-0.004	0.001	-0.002
Si	5.442	2.707	12.24	-0.005	0.001	0.004
Si	2.72	5.433	12.23	-0.004	0.008	0.001
Si	5.433	8.172	12.232	0.005	-0.001	0.003
Si	2.717	10.883	12.256	0.003	-0.013	0.007
Si	5.44	-2.729	12.248	0.005	-0.005	0.003
Si	8.158	-0.008	12.246	0.001	0.004	0.004
Si	10.88	2.725	12.249	0.002	0	0.007
Si	8.152	5.447	12.227	-0.013	-0.005	-0.005
Si	10.878	8.155	12.232	-0.01	-0.001	0.001
Si	8.162	10.876	12.234	0.007	0.002	0.001
Si	10.876	-2.719	12.237	0.006	0.004	0
Si	-2.713	-0.001	12.231	0.005	-0.003	-0.001
Si	-0.006	2.724	12.234	-0.004	0.002	0.004
Si	-2.725	5.45	12.243	0.006	-0.001	0.003
Si	-0.006	8.164	12.258	0.011	-0.009	0.005
Si	-2.725	-5.436	12.241	0	0.009	0
Si	0.013	-2.727	12.237	-0.01	0.007	-0.001
Si	1.361	1.36	13.583	-0.006	0.001	0.003
Si	4.081	4.072	13.588	0.007	-0.008	0.002
Si	1.368	6.793	13.595	0.01	-0.016	0.004
Si	4.078	9.52	13.612	-0.005	0.005	0.006
Si	1.358	-4.078	13.624	-0.01	0.011	0
Si	4.073	-1.37	13.603	0.001	0.007	0.002
Si	6.797	1.348	13.608	0.009	-0.006	0
Si	9.504	4.094	13.593	-0.005	0.016	0.004
Si	6.797	6.814	13.584	-0.006	0.008	0.003
Si	9.521	9.512	13.589	0.014	-0.017	0.002
Si	6.802	-4.094	13.601	-0.005	-0.003	0.009
Si	9.52	-1.365	13.604	-0.005	0.002	0
Si	-4.068	1.359	13.594	0.007	-0.005	0.008
Si	-1.361	4.093	13.594	-0.001	0.007	-0.001
Si	-4.085	6.812	13.606	0.001	0.001	-0.002
Si	-1.369	9.536	13.614	-0.009	-0.002	0.006
Si	-4.085	-4.078	13.597	-0.003	-0.004	0.006
Si	-1.352	-1.372	13.583	0.017	-0.005	0.001
Si	0.011	-0.016	14.93	-0.009	0.001	0
Si	2.719	2.715	14.947	0.001	0.001	0.008
Si	0.008	5.443	14.956	0.002	0.007	-0.004
Si	2.718	8.148	14.965	-0.006	-0.003	-0.006
Si	-0.016	-5.426	14.99	-0.004	-0.009	0.006
Si	2.729	-2.726	14.988	0.001	0.005	0.001
Si	5.43	-0.015	14.963	-0.006	-0.002	-0.001
Si	8.155	2.725	14.955	-0.011	0.006	-0.006
Si	5.439	5.45	14.93	-0.003	0.001	0.003
Si	8.154	8.167	14.955	-0.004	0.012	0.001
Si	5.446	10.872	14.973	0.008	-0.009	-0.001
Si	8.16	-2.733	14.959	0.008	-0.005	-0.002
Si	-5.424	-0.007	14.952	0.004	0.003	-0.004
Si	-2.72	2.735	14.949	0.014	-0.001	-0.002
Si	-5.472	5.469	14.954	-0.003	-0.001	-0.001
Si	-2.737	8.184	14.974	-0.002	-0.009	0.005
Si	-5.438	-5.453	14.946	-0.013	-0.002	-0.002
Si	-2.708	-2.728	14.949	0.001	0.008	0.001
O	-1.722	-2.517	-6.842	-0.055	-0.694	0.516
O	-1.375	-6.695	23.202	-0.043	-0.063	-0.501
O	4.347	0.853	-1.194	0.57	-0.209	-0.092
O	-2.482	-2.697	26.08	-0.213	0.033	-0.449
O	-0.048	0.22	-3.325	-0.271	-0.176	-0.718
O	1.35	4.978	22.851	-0.163	0.145	0.27
O	0.262	-1.538	-5.509	-0.164	0.515	0.125
O	-6.196	-4.569	-7.754	0.355	-0.497	-0.085
O	-8.045	-4.993	25.86	-0.051	-0.194	0.194
O	-8.136	0.036	22.087	-0.012	0.045	0.48
O	3.78	7.33	-1.279	-0.077	0.003	-0.441
O	2.101	-1.215	22.925	-0.033	0.036	0.263
O	-0.768	7.111	22.781	-0.005	-0.074	0.378
O	7.181	7.023	24.125	-0.58	-0.148	-0.285
O	-4.531	3.714	22.994	-0.026	0.004	0.07
O	5.276	8.058	22.218	0.218	-0.076	0.427
O	-4.372	-6.351	-1.334	0.195	0.269	-0.26
O	7.546	-4.314	-7.62	-0.123	0.327	-0.035
O	1.842	-7.244	-1.369	-0.021	-0.028	-0.447
O	-1.796	1.089	23.06	-0.124	-0.117	0.418
O	-5.39	-5.039	-3.428	0.476	-0.238	-0.651
O	-6.095	1.593	22.7	-0.216	-0.38	0.033
O	5.436	5.491	-0.474	-0.134	-0.287	-0.257
O	6.401	-1.762	22.749	-0.08	-0.043	0.387
O	-4.165	-3.037	-7.61	-0.136	-0.025	-0.469
O	4.391	-4.414	-1.353	0.017	0.157	-0.357
O	-1.9	-4.166	-1.658	-0.216	-0.157	-0.212
O	-0.802	6.807	-1.129	0.47	0.058	0.026
O	-3.651	-0.697	-6.565	-0.271	0.042	0.075
O	7.626	2.933	26.07	-0.373	-0.198	-0.543
O	-2.756	-8.091	-0.266	-0.141	-0.262	-0.626
O	1.143	-0.796	-1.223	-0.622	0.447	0.09
O	7.195	3.815	-1.49	0.094	-0.376	-0.145
O	6.336	-5.138	-2.934	0.167	-0.244	0.149
O	3.667	6.118	23.146	0.354	-0.17	0.369
O	-5.449	-8.147	22.259	-0.088	-0.051	0.319
O	-0.43	-0.446	-7.816	0.22	0.638	0.172
O	1.117	-7.335	23.036	0.22	-0.224	0.577
O	-2.605	7.125	-3.005	-0.166	0.189	0.385
O	1.592	5.247	-3.502	0.555	-0.251	-0.14
O	-7.464	-2.496	25.97	-0.094	0.614	-0.183
O	-4.241	-0.485	-3.98	-0.011	0.25	0.126
O	-7.406	-3.776	23.54	-0.341	0.043	0.113
O	7.203	4.572	23.084	0.078	-0.077	0.348
O	7.012	-0.084	-3.495	0.659	-0.035	0.134
O	-0.938	4.998	-2.925	-0.609	-0.319	0.151
O	-3.684	-0.744	23	-0.162	-0.093	0.043
O	-3.175	1.552	-5.323	0.626	-0.188	-0.459
O	-3.865	-6.187	23.167	-0.123	0.335	0.336
O	5.49	2.704	22.27	-0.116	0.016	0.269
O	-1.982	-6.714	-6.405	-0.049	-0.261	-0.001
O	-6.913	4.048	-2.979	0.13	0.67	-0.429
O	-2.747	2.775	-0.329	-0.001	-0.067	-0.42
O	-6.69	6.686	-1.48	0	-0.324	-0.31
O	0.027	-5.54	-0.55	-0.134	0.202	-0.466
O	6.447	-1.52	-1.426	-0.292	0.001	0.057
O	2.956	2.036	26.586	0.208	0.064	0.214
O	7.405	2.511	-3.789	0.225	-0.085	-0.317
O	-4.817	4.188	-1.238	0.017	0.612	-0.069
O	-0.027	2.797	22.187	-0.11	-0.088	0.534
O	-4.111	-5.281	-6.192	0.059	-0.178	0.182
O	-0.688	1.371	-1.137	0.187	-0.098	0.044
O	7.761	6.989	-7.934	0.072	0.366	-0.516
O	-8.061	-2.905	-0.353	-0.065	0.01	-0.439
O	2.777	-5.462	22.234	-0.299	0.071	0.271
O	0.781	-2.859	-7.698	0.248	0.22	-0.428
O	-7.672	5.185	25.227	0.186	0.293	0.391
O	-4.442	4.626	-6.715	-0.536	-0.102	0.187
O	-0.527	-3.312	-3.66	0.02	-0.198	0.387
O	7.137	5.126	-3.811	-0.617	0.164	-0.042
O	-3.134	-2.85	-3.626	-0.051	-0.019	-0.516
O	4.935	1.585	-3.622	-0.287	0.489	-0.277
O	3.847	-6.721	26.76	0.23	0.39	-0.22
O	1.517	-7.73	26.816	-0.086	0.167	-0.178
O	-0.033	7.368	-3.562	0.038	0.58	0.082
O	6.624	7.154	-5.588	-0.572	0.019	0.334
O	5.106	-5.225	-7.654	0.038	0.33	0.025
O	2.539	-0.003	25.095	-0.546	-0.161	0.146
O	-6.582	-4.95	-1.128	-0.476	0.06	-0.149
O	-3.753	-1.516	-1.523	0.52	-0.262	-0.065
O	2.648	2.676	-0.323	0.004	0.013	-0.268
O	-2.038	2.14	-3.163	-0.317	0.131	0.117
O	-5.415	-2.582	22.308	0.104	0.153	0.483
O	6.453	-4.847	-5.417	-0.033	0.207	0.06
O	3.936	0.684	23.006	-0.047	0.112	0.195
O	0.014	-2.684	22.189	0.022	0.011	0.505
O	4.141	-6.722	-2.621	0.159	-0.084	-0.495
O	-3.346	6.607	-5.439	0.269	0.192	-0.1
O	-7.749	5.472	-5.987	0.304	-0.629	0.259
O	-5.624	2.732	-7.941	0.343	0.025	-0.199
O	-2.343	-5.235	25.195	-0.053	-0.298	0.205
O	-6.41	2.054	-1.473	-0.35	0.043	-0.432
O	4.388	-1.627	24.319	0.014	-0.058	0.438
O	7.983	-8.087	-0.283	0.051	-0.109	-0.331
O	7.088	-6.796	23.332	0.386	0.717	0.359
O	-6.544	-7.219	-2.529	-0.412	0.368	0.02
O	-6.299	2.977	24.799	-0.028	0	0.111
O	-5.431	-0.01	-0.351	-0.172	-0.16	-0.377
O	1.847	6.609	24.963	0.179	0.17	-0.178
O	1.21	6.574	-5.688	-0.091	-0.417	-0.145
O	6.028	-7.554	25.664	-0.119	0.059	0.005
O	6.588	-3.263	24.804	-0.281	0.004	0.506
O	5.979	-6.424	-0.786	-0.116	-0.086	0.036
O	0.884	4.439	-1.122	-0.065	0.289	0.016
O	-4.083	1.505	24.347	0.127	0.118	0.743
O	-3.721	-7.299	-4.536	-0.397	0.204	0.028
O	7.467	-0.217	-7.889	-0.506	-0.443	0.02
O	6.32	0.982	-5.738	-0.406	-0.21	-0.138
O	-5.714	-2.468	-3.057	-0.497	0.342	-0.043
O	-7.761	-4.058	-3.929	0.094	-0.082	0.12
O	4.707	-3.824	23.013	0.146	-0.222	0.269
O	-2.252	-5.202	-4.2	0.009	-0.546	0.008
O	-5.58	0.983	-5.767	-0.345	0.181	0.385
O	-2.738	4.09	-4.854	0.341	0.228	0.205
O	-7.793	1.897	-6.787	0.02	0.423	-0.069
O	-5.734	-3.375	-5.479	-0.34	0.341	-0.295
O	-7.652	-7.47	25.383	0.369	-0.215	0.029
O	0.483	2.786	-3.118	0.365	-0.133	-0.294
O	-2.043	-4.226	22.865	-0.486	0.477	0.396
O	2.773	-2.665	-0.351	0.19	-0.112	-0.678
O	5.186	7.631	-7.762	-0.09	-0.161	0.094
O	6.39	-2.669	-3.87	-0.202	0.191	-0.318
O	-1.923	5.283	-7.125	0.08	0.014	0.359
O	-2.706	5.421	22.167	0.046	-0.02	0.376
O	1.662	-1.938	-3.48	0.634	-0.355	0.299
O	-0.316	8.148	25.091	-0.379	0.078	0.461
O	-5.125	7.066	-3.529	0.153	-0.226	-0.263
O	0.159	6.365	26.952	-0.771	-0.071	0.198
O	-6.994	6.14	22.914	0.434	-0.298	0.148
O	7.003	-6.916	-7.018	0.641	-0.103	0.231
O	-5.779	-6.041	26.828	0.349	-0.347	-0.322
O	4.578	-0.956	-3.104	-0.371	-0.43	-0.138
O	-2.315	-0.248	25.205	0.464	0.105	0.079
O	-0.025	-5.279	-7.304	-0.126	0.192	0.048
O	2.491	0.568	-3.068	-0.145	0.364	-0.373
O	-7.68	7.233	-3.931	0.171	0.289	0.072
O	-4.596	2.788	-3.412	-0.059	-0.234	-0.229
O	2.544	7.735	-3.582	0.163	0.079	-0.302
O	1.347	-3.932	-5.394	0.323	-0.339	0.165
O	2.541	-4.916	-7.539	0.109	-0.025	0.049
O	4.005	4.429	26.944	0.622	-0.137	-0.089
O	2.559	7.356	-7.641	0.127	-0.217	0.174
O	0.19	-7.876	-7.244	-0.033	0.101	-0.055
O	2.725	4.093	24.786	0.073	-0.404	-0.372

Results
total energy: -101656.424 eV
total energy less fixed offsets of O -438.25, Si -107.07 eV per atom: -3.224 eV
